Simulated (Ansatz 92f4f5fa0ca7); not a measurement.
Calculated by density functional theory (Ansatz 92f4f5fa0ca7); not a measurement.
Periodic cell of 254 atoms, Si144O106N4, from a study of silicon, its oxide and their interface. The atomic structure is a simulated model.
This geometry differs little from another in the collection (a relaxation step or a small displacement).

Settings: functional r2SCAN; potential files Ansatz PAW; basis plane waves; wave-function cutoff 800 eV; density cutoff ratio 5; exchange-correlation grid ratio 1; k mesh 1 x 1 x 1, shifted by 0.5 0.5 0 of a step; self-consistency stop 1e-10 eV per atom in the density residual; occupations fixed; spin none; net charge 0.

Cell vectors (angstrom)
a	10.887	0	0
b	0	10.887	0
c	0	0	35.7743

Atoms: element, x, y, z (angstrom)
Si	-0.5509	0.3375	0.0172
Si	2.8388	2.6066	0.3081
Si	0.7459	4.9274	-0.1695
Si	3.2336	8.1516	-0.3032
Si	5.2288	0.5416	0.0954
Si	8.3231	2.6683	0.4536
Si	6.0912	4.8168	0.2379
Si	8.0692	7.8472	0.0703
Si	1.2857	1.2239	1.3643
Si	4.2753	3.9743	1.5098
Si	1.742	6.7112	1.0653
Si	4.2795	9.5613	1.2542
Si	6.8124	1.3799	1.6316
Si	9.8839	4.095	1.3739
Si	6.9667	6.5402	1.6096
Si	9.3477	9.493	1.2734
Si	0.1172	2.6563	2.8167
Si	2.7568	-0.1188	2.6535
Si	0.1178	8.0967	2.4306
Si	2.8798	5.4452	2.7056
Si	5.5178	2.7014	2.9907
Si	8.1376	-0.1048	2.8259
Si	5.5409	8.1153	2.7037
Si	8.4596	5.3295	2.8538
Si	1.4792	4.0803	4.0896
Si	4.0648	1.2764	4.1202
Si	1.3757	9.4312	3.9778
Si	4.1436	6.8254	4.0958
Si	6.9546	4.0733	4.1993
Si	9.5351	1.3245	4.1037
Si	6.8165	9.4478	4.165
Si	9.7275	6.8331	4.0517
Si	0.0346	-0.0587	5.3801
Si	2.769	2.6999	5.4677
Si	0.1003	5.4429	5.461
Si	2.7213	8.1451	5.4377
Si	5.4321	-0.052	5.4912
Si	8.2117	2.6648	5.5377
Si	5.529	5.4724	5.4474
Si	8.2661	8.1314	5.4265
Si	1.3416	1.3455	6.7577
Si	4.1376	4.0943	6.7866
Si	1.3959	6.8122	6.8542
Si	4.0398	9.5222	6.8339
Si	6.7779	1.3473	6.8526
Si	9.5567	4.1043	6.8167
Si	6.8545	6.8396	6.7963
Si	9.5487	9.5345	6.7925
Si	0.0045	2.7074	8.1381
Si	2.6675	0.0274	8.1664
Si	-0.0104	8.1957	8.183
Si	2.7722	5.4392	8.1658
Si	5.4221	2.7465	8.2039
Si	8.1628	-0.0085	8.1617
Si	5.4476	8.1738	8.1464
Si	8.1584	5.4779	8.1599
Si	1.373	4.0667	9.4738
Si	3.9766	1.4203	9.5351
Si	1.2977	9.5967	9.5576
Si	4.0876	6.8421	9.5292
Si	6.746	4.1842	9.5254
Si	9.4841	1.3999	9.5053
Si	6.7598	9.559	9.5082
Si	9.4899	6.8465	9.5282
Si	-0.063	0.099	10.9404
Si	2.6312	2.7715	10.9725
Si	0.0082	5.4384	10.7755
Si	2.68	8.2047	10.8439
Si	5.3395	0.0323	10.815
Si	8.1237	2.8232	10.7971
Si	5.3759	5.5098	10.971
Si	8.093	8.2092	10.8882
Si	1.2143	1.4958	12.3971
Si	3.9193	4.2027	12.3447
Si	1.3317	6.7812	12.1427
Si	3.9657	9.5952	12.2219
Si	6.6299	1.5382	12.0325
Si	9.5374	4.1354	12.1477
Si	6.7419	6.8987	12.3147
Si	9.4253	9.6018	12.2258
Si	-0.163	2.9285	13.7994
Si	2.5921	0.0591	13.6458
Si	-0.0493	8.1183	13.4251
Si	2.5233	5.5343	13.7858
Si	5.3154	2.8127	13.5656
Si	7.9572	0.2045	13.3371
Si	5.2753	8.2288	13.6504
Si	8.2321	5.4976	13.4938
Si	0.9028	4.5669	15.3241
Si	4.1254	1.2954	14.9405
Si	1.4564	9.2195	14.787
Si	3.7093	7.106	15.0798
Si	6.9719	3.9947	14.7143
Si	8.9731	1.7016	14.8168
Si	6.3325	10.0603	14.6221
Si	9.7022	6.7026	14.9195
Si	-5.4755	-4.1499	23.5706
Si	-3.7339	2.1381	20.117
Si	2.4087	5.3476	26.167
Si	-20.8438	10.5904	31.0376
Si	-0.4447	-26.3927	17.7719
Si	7.859	-11.6942	20.685
Si	-10.9513	21.966	16.6193
Si	-21.2729	-20.3715	22.3431
Si	2.0466	2.2439	16.9451
Si	-3.1172	19.3681	16.7432
Si	-12.0939	1.0159	24.7505
Si	-3.3467	7.2976	21.2622
Si	7.4278	6.3512	25.9296
Si	-17.0886	3.792	30.0442
Si	25.6835	-15.0756	30.3392
Si	16.7237	-26.6117	16.9313
Si	-4.2719	11.0905	33.0696
Si	-3.5655	10.722	23.8261
Si	21.5183	29.2569	21.969
Si	4.6643	-8.4367	21.6266
Si	3.3583	0.9556	29.8431
Si	-3.1865	5.7883	31.9246
Si	-5.8037	20.3755	30.9351
Si	-2.0661	-10.4076	31.2607
Si	5.8092	-3.8379	34.0081
Si	0.0006	17.2183	27.543
Si	24.9106	10.7307	22.6422
Si	-2.3591	9.4204	26.2645
Si	11.5687	7.407	24.924
Si	1.6668	-2.7244	29.3962
Si	-3.3714	-1.4084	29.0343
Si	-3.7029	-19.0353	22.949
Si	-11.6675	6.7335	33.7191
Si	22.2678	10.0813	26.124
Si	-11.9567	9.3505	18.7242
Si	9.1232	14.8923	24.77
Si	-14.104	-5.8614	19.0442
Si	0.9093	-1.47	33.7273
Si	3.2194	20.9187	27.5904
Si	-5.7778	5.6527	27.8182
Si	-8.9384	9.1375	20.7487
Si	-9.361	6.4103	19.8874
Si	8.0113	28.1826	28.8048
Si	-7.6866	5.0416	21.9401
Si	-3.7745	2.8377	31.7279
Si	15.4952	20.3082	24.861
Si	-9.9726	-10.1268	19.3781
Si	12.1131	4.0523	23.8797
O	-10.9353	-0.3604	34.4123
N	-0.1347	10.7688	18.3012
O	3.9836	1.5621	35.3895
O	-9.8394	1.2614	16.1474
O	-41.8148	10.3486	27.0825
O	-4.5595	12.6536	32.6796
O	-15.7709	9.4414	29.6044
O	0.377	9.688	15.9366
O	-7.3203	-0.468	24.1563
O	5.8759	20.7689	32.2867
O	7.2108	3.6948	35.5157
O	9.2567	1.5431	35.3948
O	0.6442	7.5628	28.3403
O	12.9664	17.5447	25.2557
N	-4.0933	6.0787	27.5371
O	-10.6098	12.3624	20.7221
O	-35.9193	-11.4483	22.2851
O	15.8602	15.0812	28.5128
O	-7.1606	0.5098	28.3192
N	-11.044	5.8149	16.0576
O	-12.3505	11.6784	16.1046
N	-13.1631	10.5305	24.9345
O	6.1504	10.9644	34.6042
O	9.0275	-3.334	21.86
O	10.9377	-3.7837	23.4965
O	-3.2392	-5.0839	30.2864
O	-4.7901	20.828	24.5126
O	-5.2481	-7.7604	22.7371
O	7.7268	-7.5048	19.2132
O	0.293	-4.53	20.9497
O	10.5477	-4.0004	26.0658
O	-2.9715	2.8276	15.4006
O	1.2489	37.9259	27.3512
O	-3.0217	-8.5035	21.5434
O	2.5804	8.2377	15.4986
O	7.549	20.8188	27.477
O	-1.4828	-1.1447	20.2588
O	3.6879	-8.3706	30.1141
O	8.3713	12.9213	31.0926
O	6.0899	-7.6201	30.5874
O	3.5295	1.9268	16.3586
O	1.637	3.7628	16.5651
O	-9.9628	-1.8882	25.0082
O	-5.3515	-8.5839	20.2642
O	9.1278	-4.5282	32.4822
O	7.4242	-10.3486	19.8334
O	8.9046	7.6251	16.0008
O	3.2034	9.3501	21.7695
O	5.2466	0.1782	15.3254
O	-19.6946	-2.9552	19.6897
O	8.39	-1.6151	17.9893
O	1.7599	12.7656	18.5163
O	-17.8181	5.5544	26.6482
O	-6.7837	-9.8929	22.0443
O	-4.378	-3.6725	22.4966
O	1.932	-0.3599	19.9323
O	6.3682	5.0138	15.8259
O	8.0533	-17.8407	23.5614
O	4.3151	-4.4534	16.4788
O	-15.2011	7.4773	17.0678
O	17.7368	8.0765	34.7508
O	33.4369	9.2179	30.2144
O	12.6796	11.6653	30.2092
O	1.157	-8.1875	23.0341
O	4.4543	-2.8857	31.171
O	-1.6498	2.4784	25.3535
O	-0.8419	-1.3681	26.8722
O	-19.8813	5.12	22.8778
O	15.5075	6.76	28.892
O	0.906	5.7406	18.547
O	2.1059	9.0589	34.7365
O	25.9451	-5.7384	30.8485
O	-4.6587	16.1991	18.3223
O	-25.4032	9.6828	15.8718
O	-6.3492	-2.9491	24.2316
O	-10.2938	8.8237	21.6053
O	-1.863	5.5444	18.2543
O	-10.7155	11.5266	25.4927
O	-4.6346	6.1202	24.8318
O	-2.3556	5.165	25.7233
O	3.472	-18.2719	21.5254
O	-0.4803	22.1638	31.3462
O	-6.4775	5.7368	22.7762
O	19.2193	21.38	29.9928
O	24.0772	-3.9392	30.2712
O	14.9768	10.7586	30.799
O	1.5881	0.2645	22.663
O	-19.5936	-17.7381	25.2155
O	0.085	18.9484	33.3523
O	-1.3934	16.7748	28.2833
O	-9.0349	3.7203	35.2718
O	-2.7055	10.8495	32.6789
O	10.425	-3.0329	18.3544
O	2.9609	8.8964	28.7271
O	-3.3039	4.2342	32.4161
O	18.4543	-4.9844	20.4235
O	4.2438	9.4958	26.4507
O	4.3036	18.5484	34.2879
O	-1.6469	-3.8599	35.0554
O	1.5784	21.02	32.4503
O	-3.7794	8.6392	20.4183
O	2.8311	-16.0802	20.5126
O	-4.4026	6.7111	32.5453
O	-2.7184	-2.8873	29.0779
O	-0.8945	1.1456	23.1425
O	-0.2797	26.2291	24.3138
O	8.03	7.8946	25.8501
O	0.1776	5.4814	34.1552
O	7.1036	1.4342	23.8872
O	5.6719	16.4508	34.6393

Results
free energy: -154108.761 eV
free energy less fixed offsets of N -386.36, O -570.45, Si -639.56 eV per atom: 1.019 eV

Forces (eV/angstrom), in the order of the atoms: element, x, y, z
Si	-0.002	0.0107	0.0561
Si	-0.003	0.0023	0.0252
Si	0.0079	-0.0072	0.0523
Si	-0.0006	-0.0077	0.0647
Si	-0.0207	0.0107	0.0593
Si	0.0031	0.0024	0.0262
Si	0.0022	-0.0074	0.0472
Si	0.0059	0.0089	0.054
Si	0.0005	-0.0009	-0.0016
Si	-0.0007	0.0008	-0.0036
Si	0.0015	0.0006	-0.0039
Si	0.0025	0.0014	-0.0023
Si	0.0041	0.0019	-0.0008
Si	0.0028	0.0029	-0.003
Si	0.0009	-0.001	-0.003
Si	0.0016	0.002	-0.0033
Si	0.0007	0.0013	-0.0005
Si	-0.0022	0.0027	-0.0002
Si	0.0006	0.0013	0.0003
Si	0.0027	0.0013	0.001
Si	-0.0001	0.002	0.0014
Si	-0.0007	0.0008	-0.0006
Si	0.0013	0.0001	0.0004
Si	0.0017	0.0014	0.0004
Si	-0.0003	0.0006	0.0003
Si	0.0008	0.002	0.0004
Si	0.0009	0.0015	0.0007
Si	-0.001	0.0023	0.0001
Si	0.001	-0.0003	0.0011
Si	0.0011	0.0008	0.0001
Si	0.0004	0.0015	-0.001
Si	0.0008	0	0.0007
Si	0.001	0.0006	-0.0003
Si	-0.0004	0.0003	0.0004
Si	0.0006	0.0015	0
Si	0.001	0.0012	-0.0006
Si	0.002	0.0008	-0.0013
Si	0.0004	0.0007	0.0007
Si	-0.0003	0	0.0001
Si	0.0009	-0.0008	-0.0003
Si	0.0001	0.0013	-0.0007
Si	-0.0003	0.0028	-0.0005
Si	0.0006	0.0024	-0.0001
Si	0.0002	0.0021	-0.0007
Si	0.0003	0.0014	-0.0007
Si	0.0009	0.0014	-0.0013
Si	-0.0002	0.0002	-0.0005
Si	0.0008	0.0029	-0.001
Si	0.001	0.0016	-0.0004
Si	0.0001	0.0009	-0.0006
Si	0.0001	0.0004	-0.0005
Si	0	0.0015	0.0001
Si	0.0002	0.0008	0.0005
Si	0.0005	0.0021	-0.0002
Si	0.0001	0.002	-0.0003
Si	0.0004	0	-0.0007
Si	0.0012	0.0009	-0.0004
Si	0	0.0009	-0.0004
Si	0.0003	0.0018	-0.0007
Si	0.001	0	-0.0005
Si	-0.0003	0.0034	-0.0004
Si	0.0018	-0.0008	-0.0003
Si	0.0007	-0.0003	-0.0011
Si	-0.0002	0.0003	-0.0009
Si	0.0015	0.0029	-0.0005
Si	0.0002	0	-0.001
Si	0.0004	0.0019	-0.0015
Si	0.0006	-0.0007	-0.0004
Si	-0.0009	0.0003	-0.0001
Si	0.0015	0.0027	-0.0005
Si	0.0009	0.0002	-0.0011
Si	0.0003	-0.0004	0.0005
Si	-0.0024	-0.0001	0.0007
Si	-0.0001	0.0038	0.0016
Si	0.0014	0	0.0017
Si	0.0008	0	-0.0005
Si	0.0001	0.0019	0.0002
Si	0.001	-0.0009	0.0002
Si	-0.0008	0.0001	0.0001
Si	0.0021	0.0013	0.001
Si	0.0039	0.0001	-0.0013
Si	-0.0009	-0.0005	-0.0007
Si	-0.0026	0.0001	-0.0011
Si	-0.0007	-0.0009	-0.0037
Si	0.0018	0.0001	-0.0014
Si	0.0008	-0.0004	-0.0003
Si	-0.0021	0.001	-0.0032
Si	-0.0004	0.0031	-0.0003
Si	-0.0025	0.0052	0.0697
Si	-0.0108	0.0109	0.055
Si	-0.0162	0.0015	0.0495
Si	0.0062	-0.0088	0.0585
Si	-0.0055	0.0184	0.0504
Si	0.0063	-0.0109	0.0559
Si	0.0106	-0.002	0.0458
Si	0.0011	0.0025	0.0639
Si	-0.0024	0.003	0.1624
Si	-0.0139	-0.018	0.1305
Si	0.0262	0.015	0.1384
Si	-0.004	0.0013	0.1407
Si	0.0003	0.0122	0.1704
Si	-0.0416	0.0103	0.1455
Si	0.0019	-0.0032	0.1308
Si	-0.008	0.0139	0.1661
Si	-0.0211	-0.0205	0.129
Si	0.0134	0.003	0.1233
Si	0.0073	-0.0189	0.1206
Si	-0.0188	0.0205	0.145
Si	-0.0063	0.0134	0.1517
Si	0.0215	-0.0175	0.1144
Si	0.0074	0.0032	0.1168
Si	0.0277	-0.0088	0.13
Si	-0.0107	0.0035	0.1317
Si	0.0011	-0.012	0.1546
Si	-0.0031	-0.01	0.1625
Si	-0.0132	0.0002	0.1097
Si	-0.0134	0.0012	0.1224
Si	0.0113	0.0225	0.1503
Si	0.0168	0.0073	0.1335
Si	-0.0044	0.0198	0.1212
Si	-0.0164	0	0.1213
Si	-0.0109	0.0174	0.1413
Si	0.0099	-0.0032	0.1347
Si	-0.0246	-0.0219	0.15
Si	0.0131	0.0013	0.1601
Si	-0.001	0.0123	0.134
Si	-0.0128	0.0237	0.1597
Si	0.0131	0.0067	0.1358
Si	0.0213	-0.0125	0.1158
Si	0.0222	-0.0148	0.1258
Si	0.0004	0.0081	0.1337
Si	0.001	0.0234	0.1174
Si	0.003	-0.0178	0.1496
Si	-0.0129	-0.0069	0.127
Si	0.0043	0.0159	0.166
Si	-0.0002	-0.0087	0.144
Si	0.0153	-0.001	0.1328
Si	0.027	0.0088	0.1536
Si	-0.0141	-0.0045	0.1582
Si	0.0045	0.0009	0.1407
Si	0.0106	-0.0101	0.1052
Si	-0.0077	-0.0112	0.1543
Si	0.0087	-0.0113	0.1776
Si	-0.004	0.0144	0.1405
O	0.0221	-0.0227	-0.0664
N	-0.0064	0.0034	-0.0988
O	0.0097	-0.0072	-0.0243
O	0.001	0.0018	-0.0533
O	-0.0408	-0.0003	-0.0717
O	0.007	0.0234	-0.054
O	0.0275	-0.0071	-0.0705
O	0.0251	-0.023	-0.0693
O	-0.0252	0.0231	-0.0872
O	-0.0228	-0.0244	-0.079
O	-0.0034	0.0075	-0.0252
O	0.0017	-0.0073	-0.029
O	-0.0265	-0.0323	-0.078
O	-0.0137	0.012	-0.0609
N	0.0075	0.0042	-0.0982
O	0.0046	-0.015	-0.1235
O	0.0149	-0.0172	-0.1292
O	0.0055	0.0281	-0.0814
O	0.0001	-0.0352	-0.0871
N	0.0077	-0.0165	-0.1052
O	-0.0208	0.0251	-0.0657
N	-0.0112	0.0291	-0.0871
O	0.0291	-0.0071	-0.0938
O	-0.0211	-0.0013	-0.0557
O	-0.0261	0.0017	-0.1279
O	0.0056	0.0159	-0.1264
O	0.0166	0.0136	-0.055
O	-0.0176	-0.011	-0.0549
O	0.0104	0.0413	-0.0626
O	0.0184	-0.0158	-0.0814
O	0.01	0.016	-0.0907
O	-0.0004	0.0007	-0.0295
O	0.02	-0.0105	-0.0642
O	-0.0027	-0.0108	-0.0992
O	0.0016	0.0024	-0.0306
O	0.0254	0.0002	-0.1153
O	0.0349	-0.0128	-0.0827
O	-0.0049	-0.0038	-0.0383
O	0.0081	-0.0071	-0.0366
O	-0.0381	0.0184	-0.0626
O	0.0276	-0.012	-0.0648
O	-0.0129	0.0262	-0.0619
O	0.0007	-0.0209	-0.0609
O	0.0278	-0.0046	-0.0654
O	-0.0379	-0.015	-0.0684
O	0.006	-0.0004	-0.0513
O	0.0166	-0.0201	-0.0619
O	-0.0222	-0.0208	-0.0696
O	-0.0006	0.0016	-0.0244
O	-0.0059	-0.0171	-0.0575
O	-0.0276	-0.0175	-0.0817
O	0.0198	0.0288	-0.0978
O	-0.0462	-0.0052	-0.0735
O	0.0104	0.0199	-0.0478
O	0.0464	0.0086	-0.098
O	-0.0244	0.0321	-0.078
O	0.013	-0.0285	-0.0699
O	-0.0317	-0.0214	-0.0685
O	-0.0247	0.0151	-0.0637
O	-0.0026	0.0075	-0.0441
O	-0.0205	-0.0056	-0.0556
O	0.0163	-0.0405	-0.0705
O	0.023	0.0079	-0.054
O	-0.0022	-0.0358	-0.0605
O	-0.0128	-0.0164	-0.0507
O	-0.0017	-0.0012	-0.0469
O	0.0048	0.0099	-0.0554
O	0.0266	0.0114	-0.0762
O	0.0203	-0.0185	-0.0859
O	-0.0402	-0.0131	-0.0976
O	-0.0284	0.0201	-0.0582
O	-0.0011	0.0013	-0.0508
O	-0.0343	0.0245	-0.0857
O	-0.0252	0.0226	-0.0639
O	0.0072	-0.0208	-0.059
O	0.0143	0.0116	-0.0599
O	0.0349	0.0158	-0.0673
O	-0.0218	0.0276	-0.0584
O	-0.0357	0.0035	-0.0999
O	0.0218	-0.0378	-0.0657
O	0.0017	-0.0091	-0.0426
O	0.005	-0.0055	-0.0407
O	-0.0257	-0.0224	-0.0637
O	-0.0209	-0.0423	-0.086
O	-0.0131	0.0086	-0.0516
O	-0.0137	0.0126	-0.0538
O	-0.0046	0.0002	-0.0503
O	-0.0228	-0.026	-0.0856
O	0.0018	0.0082	-0.0391
O	0.0313	-0.0087	-0.062
O	-0.0029	0.007	-0.0247
O	0.0172	0.0031	-0.0641
O	-0.0055	-0.019	-0.0585
O	0.0108	0.0204	-0.0741
O	-0.0071	-0.0106	-0.0447
O	0.0041	-0.0484	-0.0963
O	0.0301	-0.0138	-0.1114
O	0.0271	-0.0079	-0.0539
O	0.0182	-0.0136	-0.0577
O	0.0043	0.0245	-0.1024
O	0.0056	0.0079	-0.0564
O	-0.0263	0.0199	-0.0813
O	0.0235	-0.0187	-0.081
O	0.0054	-0.0089	-0.0563
O	0.027	0.0053	-0.0886
O	0.0168	-0.0082	-0.0469
O	0.0011	-0.0009	-0.0541
O	-0.021	0.0216	-0.0573
O	-0.0092	0.0233	-0.0587
O	0.0008	0.0252	-0.0607

The program warned: the cutoff lies below the one the program advises for these potential files; the forces do not sum to zero within the program's tolerance; empty levels may hold ghost states of the PAW files; the exchange-correlation potential is rough where the density is thin.
